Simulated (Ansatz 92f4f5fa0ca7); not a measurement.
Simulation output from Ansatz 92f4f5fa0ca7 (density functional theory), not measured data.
Periodic cell of 158 atoms, Si96O58N4, from a study of silicon, its oxide and their interface. The atomic structure is a simulated model.

Settings
functional: r2SCAN
potential files: Ansatz norm-conserving
basis: plane waves
wave-function cutoff: 1300 eV
density cutoff ratio: 4
exchange-correlation grid ratio: 1
k mesh: 2 x 2 x 1, shifted by 0.5 0.5 0.5 of a step
self-consistency stop: 5e-08 eV per atom in the density residual
occupations: Fermi-Dirac, 0.05 eV
spin: none
net charge: 0

Cell vectors (angstrom)
a  10.9364  -0.1063  0.0739
b  -0.1063  11.0141  0.0364
c  0.1536  0.0758  22.7389

Atoms: element, x, y, z (angstrom)
Si  -0.1815  0.5269  -0.7662
Si  3.1107  2.5478  -0.0493
Si  -0.4783  5.551  0.1685
Si  3.0684  7.6748  -0.2592
Si  5.1513  0.089  -0.0998
Si  8.4409  2.5546  -0.1496
Si  5.3282  5.3895  0.2932
Si  8.634  8.128  0.193
Si  1.1599  1.5023  0.9778
Si  3.9984  4.1579  1.6645
Si  1.1282  6.9832  1.1169
Si  3.7712  9.5477  0.9152
Si  6.8174  1.3293  1.1111
Si  8.9395  3.9647  1.5349
Si  6.9593  6.8323  1.4247
Si  9.71  9.7414  1.1379
Si  -0.0727  2.8924  2.6285
Si  2.5876  0.2269  2.3144
Si  -0.0581  8.4629  2.3872
Si  2.461  5.7184  2.8814
Si  5.3434  2.7107  2.7915
Si  8.3736  -0.2072  2.5167
Si  5.7409  8.6515  2.2624
Si  8.1608  5.631  2.9356
Si  1.4395  4.0329  4.1361
Si  3.721  1.5152  4.1335
Si  1.2787  9.9973  4.0421
Si  4.2804  7.2468  3.8231
Si  6.6173  4.1803  4.2439
Si  9.4555  1.48  3.8755
Si  6.8687  9.5324  4.0987
Si  9.6284  6.6307  4.25
Si  -0.361  0.2053  5.2748
Si  2.4146  2.558  5.8018
Si  0.0629  5.5269  5.4229
Si  2.9315  8.5515  5.2242
Si  5.3719  0.0583  5.1859
Si  8.1128  2.7865  5.3565
Si  5.1441  5.6928  5.471
Si  8.202  8.0148  5.4813
Si  1.1062  1.0876  7.0062
Si  3.9084  3.9519  6.5894
Si  1.5015  7.1135  6.434
Si  4.1781  9.5647  6.9102
Si  6.6232  1.2744  6.8109
Si  9.5758  3.9675  6.8775
Si  6.659  6.964  7.1969
Si  9.6231  9.2328  6.7433
Si  -0.1345  2.6015  8.3489
Si  2.838  -0.1696  8.0106
Si  0.1638  8.0824  8.2036
Si  2.8671  5.6183  8.003
Si  5.4005  2.6614  8.0262
Si  8.1455  -0.4358  8.1676
Si  5.2899  8.215  8.4507
Si  8.2496  5.5601  8.1266
Si  1.4798  3.9301  9.658
Si  3.9778  1.233  9.6971
Si  1.4977  9.3683  9.4654
Si  4.0165  6.7298  9.8307
Si  6.9757  3.7755  9.2136
Si  9.3947  0.9816  9.7171
Si  6.6513  9.4237  9.7745
Si  9.8057  6.7738  9.6059
Si  0.1599  -0.0775  10.7176
Si  3.4062  3.4763  11.298
Si  0.3331  5.6178  10.9702
Si  2.3758  8.0023  11.476
Si  5.3358  0.2042  11.187
Si  7.6298  2.2887  10.7853
Si  5.7224  5.3846  10.8635
Si  8.0784  7.784  11.1327
Si  -1.471  -1.3759  13.2837
Si  6.9983  3.6353  15.6668
Si  -1.0556  3.286  12.7836
Si  6.9143  7.6943  14.0539
Si  9.9151  4.3413  15.6048
Si  9.1917  -2.4858  17.6687
Si  7.6719  -4.7424  16.7949
Si  3.3495  10.4035  13.4067
Si  1.7572  4.5074  20.6508
Si  -0.944  -0.1702  19.5289
Si  -4.198  10.1924  17.8769
Si  2.5536  5.2678  18.0191
Si  -0.1345  7.495  15.2212
Si  5.1718  -5.7659  13.5935
Si  1.5324  12.4797  12.5705
Si  6.7965  2.3612  18.2253
Si  -1.0968  2.3018  17.4489
Si  -2.0929  1.6302  14.7248
Si  3.3861  6.9874  20.0484
Si  2.8025  6.5333  15.4334
Si  5.3997  5.7395  18.7559
Si  6.7625  3.7538  20.6041
Si  4.644  9.0848  15.8602
Si  7.1818  9.8535  20.7417
O  -1.5248  1.6259  -1.0269
O  0.3604  -0.1168  20.5824
O  5.137  -3.8779  19.6314
O  2.586  3.0985  21.3205
O  -1.5262  6.8193  -0.4095
O  0.5987  5.0171  21.4409
O  2.8532  8.3213  20.8094
O  1.5024  4.3747  19.0077
O  5.9445  -0.4693  21.2481
O  4.2256  1.3184  -0.4601
O  6.2149  2.5071  19.7912
O  8.149  3.572  21.3853
O  4.584  6.6621  22.7554
O  5.7583  4.1823  21.9288
O  6.6944  9.3056  19.3312
O  7.7276  8.6925  21.7904
O  -0.4541  -5.1953  14.9577
O  -0.5731  -0.8328  12.0016
O  1.749  0.6443  11.069
O  2.8878  2.6395  12.512
O  -3.632  2.2907  14.9943
O  -0.1884  4.7581  12.3637
O  1.128  6.9768  11.7234
O  2.8039  9.1042  12.4084
O  4.6432  -0.1347  12.5354
O  6.2943  1.5158  11.8901
O  8.603  3.0139  11.7637
O  5.658  -2.4218  14.566
O  -0.3804  3.6203  16.7804
N  4.9924  4.3611  12.1187
N  8.0212  8.4995  12.8553
O  3.6795  10.0915  15.0226
O  -0.5864  1.0982  18.486
O  -0.4918  -2.9105  16.709
O  1.4573  7.318  15.1335
O  6.1034  3.2095  16.9983
O  -2.5077  2.786  18.2022
O  2.1391  11.5505  13.8046
O  -4.8605  6.7197  13.3442
O  9.9467  -1.8863  18.9454
O  8.2953  -3.8364  17.9119
O  8.8556  11.075  14.0329
O  10.5704  -2.4437  14.2706
O  7.2298  6.2274  11.3099
N  19.1388  4.6371  16.226
O  -0.1057  13.1034  12.3228
O  3.0864  5.5603  20.8602
O  -4.1662  5.1626  19.5537
O  -5.0415  -6.4958  14.6955
O  -2.3802  -0.0128  20.2309
O  -5.5501  9.8799  16.9957
O  -4.8507  6.101  17.2053
O  3.8672  7.7415  16.1401
O  2.5411  5.2269  16.431
O  6.4023  0.7594  18.0618
O  -1.6793  1.1952  16.2643
O  7.953  -14.8284  15.3766
O  8.194  -1.2524  17.0904
O  4.0934  4.8053  18.4964
O  2.2611  6.7675  18.8248
N  -1.082  -7.8248  14.3876
O  3.6877  6.0443  14.1134

Results
free energy: -39364.146 eV
free energy less fixed offsets of N -289.75, O -463.61, Si -117.95 eV per atom: 7.434 eV
pressure: -4.68 GPa
stress xx, yy, zz, yz, xz, xy (GPa, positive in tension): 4.64, 5.88, 3.52, -0.16, -0.08, -1.05

Forces (eV/angstrom), in the order of the atoms: element, x, y, z
Si  -1.7112  0.9701  3.2188
Si  0.269  -0.8307  1.1054
Si  -0.3825  1.1156  -2.1864
Si  -0.0913  -0.1577  0.6769
Si  1.6529  0.0139  -0.3775
Si  -0.7267  -1.2805  0.4081
Si  2.9586  -4.2443  0.6617
Si  -2.1572  -4.3646  -0.5535
Si  0.8753  0.8446  -0.2718
Si  -0.9907  -0.095  -0.5793
Si  1.6306  -1.5436  0.4025
Si  0.7708  0.4349  2.2277
Si  -0.1931  -1.0257  1.2219
Si  3.4943  0.6526  0.1807
Si  0.399  0.6301  -0.7988
Si  1.0449  2.051  -0.7749
Si  0.3022  0.4822  -1.1492
Si  -0.2606  -1.3884  1.1248
Si  1.0164  -0.0277  2.959
Si  1.6521  -0.027  -1.1257
Si  0.7962  -0.0519  0.5895
Si  -1.4291  1.7617  0.5531
Si  -1.9477  -1.5504  0.8466
Si  -2.0208  -1.7513  0.1744
Si  -1.2519  0.5002  0.2058
Si  1.4397  -1.1554  -1.2386
Si  -0.2543  -0.8349  -1.0207
Si  -0.7908  -0.7432  -0.2857
Si  0.339  0.8289  -0.6232
Si  -0.7778  -0.796  0.4737
Si  0.0633  1.0058  -0.4044
Si  0.1397  1.9658  -1.5063
Si  1.7446  -1.6474  1.0002
Si  -0.7194  -0.0318  -2.1995
Si  0.9678  -1.6263  0.9159
Si  -1.276  0.1263  0.0095
Si  0.4145  -0.8693  1.0334
Si  -0.3865  -0.8427  1.1822
Si  1.2915  -0.4986  0.0474
Si  -1.5456  -0.1589  0.1649
Si  -0.4024  0.2929  -0.5173
Si  1.7622  1.9117  1.9122
Si  0.0669  -1.2884  1.652
Si  0.549  0.5241  -1.6728
Si  2.2147  -1.0942  -1.4927
Si  0.2077  0.9865  -0.3356
Si  0.4478  -1.2682  -2.8583
Si  -0.3492  1.8711  1.2298
Si  -0.1561  -0.0878  0.4853
Si  -0.9016  0.6337  2.0204
Si  0.3895  0.9045  -2.5755
Si  -1.3548  -1.0612  0.6725
Si  -1.6031  -0.1259  0.7823
Si  0.232  0.7498  -0.3923
Si  -0.9934  0.0948  0.6745
Si  0.5515  -1.4803  1.1572
Si  0.8373  2.7023  -0.1299
Si  0.1763  2.2531  -1.5235
Si  -0.3122  0.7241  1.3882
Si  0.0613  0.3988  0.3214
Si  -1.209  2.4427  0.7101
Si  -0.7245  0.2091  -1.0877
Si  0.7553  0.8521  1.8061
Si  -1.8337  -1.2663  1.4843
Si  1.3867  -1.5555  -0.9599
Si  2.2413  0.0074  -2.5808
Si  -0.0097  -0.3682  1.3117
Si  -1.2639  -2.8653  -6.2585
Si  4.1807  1.9215  -2.0453
Si  -2.2835  -3.1737  0.4762
Si  2.6996  -0.1933  -1.2312
Si  -2.3151  -1.2895  -0.1069
Si  0.5619  0.8173  -0.521
Si  -3.4058  1.3949  0.8919
Si  2.4583  2.7403  -5.0829
Si  0.3666  3.7957  3.072
Si  -4.2756  -0.4403  2.0883
Si  0.4625  -0.0007  -0.6561
Si  0.9448  -1.4251  -3.8708
Si  -3.1735  -1.8215  4.2304
Si  6.3847  -2.3321  -1.3754
Si  1.2502  -0.8059  -2.2415
Si  -3.2855  4.2504  -1.7478
Si  -0.2297  0.4103  4.4406
Si  -0.6188  -1.1787  2.5423
Si  0.9888  1.3926  0.3521
Si  0.6056  1.5375  -1.2179
Si  -0.1272  -2.5552  0.0017
Si  -3.3382  -3.056  0.5
Si  -1.0748  -1.2034  2.8875
Si  -1.2142  -0.5025  -1.7348
Si  3.8166  1.7831  0.1448
Si  3.2065  -0.1065  0.8983
Si  -1.6211  2.7067  2.6063
Si  0.4492  -0.0927  -2.9001
Si  1.0916  -0.0916  1.3924
O  2.83  -1.1266  1.1023
O  -1.4451  0.0518  -0.6179
O  -2.1131  -2.4737  -1.2342
O  -1.9006  2.4909  -2.4163
O  1.2703  -0.1514  0.1583
O  -5.1064  1.5335  3.8982
O  1.587  -1.8661  3.0266
O  1.1246  -0.0861  -0.449
O  0.6119  0.4254  0.6611
O  -2.3757  2.746  -0.3077
O  0.3666  0.3303  -1.2991
O  -0.0604  0.5568  -1.3674
O  -4.8211  5.752  -2.6884
O  0.5654  1.0571  -0.8664
O  0.2831  -0.8064  -0.6201
O  -0.5566  1.6423  -2.1126
O  1.723  3.9227  -0.1152
O  -0.0793  -0.5979  0.7917
O  -2.3376  0.5185  2.2899
O  -3.1826  -1.9232  2.4258
O  2.2488  -1.2539  -1.9397
O  -1.5781  -1.1803  -0.4526
O  -0.0677  -1.124  0.0505
O  1.2375  3.6932  4.9421
O  0.2983  -0.1194  1.1921
O  2.0011  -0.3186  -3.8702
O  3.1137  2.0102  4.717
O  3.7226  0.2605  -0.5454
O  0.7209  -0.8785  1.2303
N  -1.7745  1.154  -0.4548
N  0.6479  -0.394  1.0909
O  -0.7686  0.5248  -1.7832
O  0.2941  -0.0085  0.4886
O  0.4171  -1.0753  -2.6294
O  0.3015  -0.043  -0.0896
O  0.8628  -0.5328  1.6189
O  -0.0293  -0.028  -0.4052
O  -0.539  -0.5815  -2.3869
O  -2.6948  -5.2437  -1.7514
O  0.2361  2.9057  1.504
O  1.4467  1.1452  1.4209
O  0.2462  0.0561  -0.0145
O  -2.302  1.7953  -2.0048
O  -0.6501  1.0571  -1.2532
N  1.1976  -0.3201  -0.0425
O  2.4977  -0.8994  1.5786
O  -0.5598  0.8685  -0.0132
O  -2.3695  0.5886  -1.4541
O  0.5083  -0.4664  -0.2315
O  -1.0885  -0.8795  0.3043
O  0.6423  -0.9377  0.5779
O  -2.0861  0.2093  1.268
O  -3.2496  -3.614  0.7488
O  -0.5223  1.1619  -0.7986
O  2.3234  -1.5786  -0.2594
O  1.5792  2.4427  -0.3754
O  -0.7676  0.857  -1.12
O  0.7385  -1.5086  0.5901
O  -0.1502  0.8408  -0.3716
O  2.0123  -0.9364  -1.9195
N  -1.0053  -2.1949  -1.586
O  -1.0959  -0.8697  0.8725
